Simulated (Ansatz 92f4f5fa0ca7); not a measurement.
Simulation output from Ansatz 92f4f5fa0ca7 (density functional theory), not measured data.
Periodic cell of 215 atoms, Si132O82P1, from a study of silicon, its oxide and their interface. The atomic structure is a simulated model.
Doubt: the cutoff is far below the 930 eV that the study's wrapper takes by default for these files, so forces and energies are approximate.
This geometry differs little from another in the collection (a relaxation step or a small displacement).

Settings
functional: PBE
potential files: Ansatz PAW
basis: plane waves
wave-function cutoff: 580 eV
density cutoff ratio: 5
exchange-correlation grid ratio: 1
k mesh: 1 x 1 x 1, Gamma-centred
self-consistency stop: 5e-08 eV per atom in the density residual
occupations: fixed
spin: none
net charge: +1 e, with a uniform compensating background and no finite-size correction

Cell vectors (angstrom)
a	10.938	0	0
b	0	10.938	0
c	0	0	31.5432

Atoms: element, x, y, z (angstrom)
Si	10.4307	0.5767	24.3397
Si	6.0411	10.5019	24.1542
Si	2.1252	3.2487	24.0798
Si	8.6969	2.2592	24.3116
Si	0.4978	5.0563	24.1678
Si	5.049	5.8919	24.1945
Si	3.3923	7.649	24.1646
Si	7.8288	8.8276	23.9928
Si	1.3426	1.479	25.4535
Si	6.9219	1.2943	25.5101
Si	4.024	4.0983	25.3262
Si	9.6705	4.092	25.4285
Si	1.4995	6.8109	25.3781
Si	6.8966	6.9453	25.2382
Si	4.2319	9.5265	25.3519
Si	9.5263	9.6411	25.4383
Si	2.7793	0.0036	26.638
Si	8.2294	-0.0313	26.957
Si	0.0198	2.7624	26.9236
Si	5.4501	2.7318	26.663
Si	2.762	5.4332	26.8452
Si	8.2267	5.5217	26.6251
Si	0.0423	8.2109	26.649
Si	5.5576	8.1903	26.799
Si	4.1119	1.3612	28.0729
Si	9.6024	1.3668	28.2291
Si	1.3957	4.1113	28.2262
Si	6.8413	4.1285	28.025
Si	4.1614	6.8163	28.1387
Si	9.6003	6.8459	28.0542
Si	1.3974	9.5856	28.0488
Si	6.854	9.5297	28.231
Si	0.059	-0.0259	29.5281
Si	5.4512	0.0016	29.4942
Si	2.7741	2.7033	29.5258
Si	8.1816	2.7678	29.4733
Si	-0.0082	5.4976	29.4982
Si	5.513	5.443	29.5036
Si	2.7574	8.2074	29.4432
Si	8.2586	8.1556	29.5334
Si	1.4092	1.3469	30.9087
Si	6.8238	1.3774	30.8325
Si	4.1356	4.0816	30.8828
Si	9.5599	4.1163	30.8463
Si	1.3826	6.8565	30.8288
Si	6.8756	6.7915	30.898
Si	4.0928	9.5657	30.8504
Si	9.6144	9.5436	30.892
Si	2.7627	-0.04	0.7354
Si	8.1865	-0.0024	0.653
Si	-0.009	2.7465	0.6693
Si	5.4888	2.6998	0.7091
Si	2.7236	5.4723	0.6628
Si	8.2319	5.4241	0.7436
Si	0.0462	8.1726	0.714
Si	5.4717	8.195	0.6653
Si	4.1357	1.3366	2.087
Si	9.5392	1.3724	2.0155
Si	1.3415	4.1235	2.0512
Si	6.8505	4.0381	2.0894
Si	4.085	6.8437	2.0298
Si	9.6264	6.7953	2.0786
Si	1.3909	9.5298	2.0963
Si	6.8356	9.5605	2.0469
Si	-0.0332	-0.0019	3.3505
Si	5.4814	-0.0551	3.4991
Si	2.7159	2.7178	3.3623
Si	8.2271	2.6817	3.5049
Si	0.0028	5.4528	3.5294
Si	5.4563	5.4479	3.3505
Si	2.7585	8.1776	3.4993
Si	8.2182	8.1662	3.3756
Si	1.2984	1.3687	4.6709
Si	6.8631	1.2847	4.9142
Si	4.0874	4.086	4.6633
Si	9.5393	4.0684	4.912
Si	1.3875	6.8413	4.912
Si	6.8382	6.7893	4.6788
Si	4.1033	9.5547	4.9113
Si	9.5964	9.5422	4.7359
Si	2.6177	0.0458	6.1075
P	8.265	-0.1638	6.2315
Si	-0.0246	2.6464	6.1921
Si	5.4062	2.7344	6.1299
Si	2.7751	5.4039	6.1741
Si	8.0852	5.4327	6.1902
Si	0.0224	8.2762	6.2402
Si	5.5658	8.147	6.1493
Si	3.4693	1.9337	7.2116
Si	10.0315	0.8074	7.4419
Si	1.7623	3.6388	7.3779
Si	6.2197	4.5157	7.4234
Si	4.6596	6.3062	7.2901
Si	9.1936	7.1692	7.3291
Si	0.9082	10.1371	7.5272
Si	7.425	8.8594	7.4669
O	4.6206	6.6346	8.9073
O	1.3507	3.947	8.9545
O	9.7454	6.5295	8.7465
O	1.2901	10.1161	9.1508
O	6.0558	4.2267	9.056
O	3.6729	1.601	8.7975
O	7.1905	9.039	9.0931
O	9.5531	1.0039	9.0024
O	8.2275	2.5519	22.7612
O	10.9858	5.5584	22.6567
O	5.6156	0.104	22.6573
O	5.2705	5.398	22.6327
O	2.1363	2.8157	22.4771
O	3.3196	7.8607	22.5193
O	8.3762	8.7515	22.4192
O	-0.1833	11.2434	22.7532
Si	2.1522	2.978	12.8938
Si	8.6631	1.2995	10.3443
Si	1.063	4.5187	15.3523
Si	7.546	5.5726	12.2139
Si	2.4018	8.1904	21.2173
Si	5.403	7.7842	12.4706
Si	9.2664	0.4849	15.4653
Si	2.9086	-0.0306	16.6652
Si	10.4757	1.1618	12.5745
Si	7.7515	2.8402	21.243
Si	9.1224	8.7983	14.4573
Si	1.4734	4.769	10.3643
Si	4.4699	9.4944	19.1456
Si	11.0633	6.1027	21.1208
Si	6.6133	10.4624	14.8417
Si	5.377	0.7408	21.184
Si	2.3338	9.7943	10.3902
Si	0.421	10.6406	21.3878
Si	5.8359	5.2615	21.1223
Si	3.6377	7.0838	10.1063
Si	9.0405	5.7036	14.8614
Si	3.6444	4.0908	19.0833
Si	10.0184	3.6687	19.327
Si	4.263	8.6843	15.3662
Si	0.4553	1.9378	17.1557
Si	6.7787	7.5441	19.2565
Si	5.2553	3.629	16.743
Si	7.7727	5.0228	17.5375
Si	6.6602	9.9303	10.3705
Si	4.3691	1.0389	10.1285
Si	-0.0472	9.0839	11.8984
Si	9.0945	8.6366	20.9404
Si	4.5517	1.675	14.5853
Si	2.4358	2.0927	21.0427
Si	6.326	3.33	10.3959
Si	3.4349	5.9276	16.7221
Si	9.8763	6.5299	10.3691
O	0.0998	2.6267	18.5887
O	2.9271	9.6418	15.5873
O	10.8545	4.8071	20.1545
O	7.5664	2.402	9.9136
O	10.9362	5.3528	10.8163
O	6.5758	6.7215	12.8527
O	10.3048	8.0618	10.768
O	7.6553	9.4621	13.9909
O	8.4082	6.1966	10.9773
O	5.3431	10.4903	20.0873
O	2.182	3.7472	11.4335
O	7.9634	8.555	19.7643
O	6.1912	6.7428	20.5573
O	5.5112	2.7195	15.4122
O	1.2959	0.9331	20.7037
O	6.0573	9.017	11.5791
O	4.6204	4.9941	16.1076
O	6.5902	3.9078	17.6408
O	10.5319	10.6649	11.7896
O	5.5725	0.5056	13.9837
O	8.0074	5.112	15.9415
O	9.7407	9.8482	15.553
O	-0.4035	5.1648	15.1542
O	1.5586	6.8433	20.8121
O	1.4934	0.6495	17.1771
O	6.5862	1.7757	20.8198
O	1.0207	1.7894	12.81
O	3.2271	5.5005	18.3111
O	9.5671	2.011	11.5084
O	1.0415	3.1305	16.2075
O	8.588	5.1587	13.391
O	10.2598	8.5752	13.2992
O	1.4354	9.4083	21.6987
O	10.0732	9.9377	20.6109
O	3.1749	0.1876	10.8924
O	5.0751	2.3429	10.8444
O	1.7035	4.1549	13.908
O	7.9009	10.8753	10.8723
O	9.1243	4.4824	18.2406
O	5.6404	9.5163	15.7759
O	5.5181	-0.04	9.7369
O	3.5891	2.3238	13.4014
O	1.9885	5.6756	16.0192
O	9.6895	1.0702	13.9914
O	4.3509	6.9541	11.5477
O	4.7387	4.501	20.2085
O	9.9622	1.3827	16.601
O	6.6847	4.2901	11.6656
O	5.5689	8.4162	18.5864
O	9.061	2.7448	20.2781
O	3.5987	1.1416	15.7849
O	4.2083	3.0827	17.8996
O	9.9031	7.2202	20.8972
O	3.3224	8.6529	9.7865
O	3.9503	7.4344	16.3692
O	7.6348	0.5041	15.6777
O	8.9215	7.3181	15.0561
O	3.9208	1.4504	21.1597
O	1.5818	9.1147	11.6844
O	2.3355	6.1262	10.1066
O	7.3315	6.4676	18.1582
O	7.2009	4.3715	21.128
O	4.5602	8.2651	13.7929
O	3.3162	8.6727	19.9662
O	2.4814	3.2423	19.8671
O	3.7321	10.3784	17.9808

Results
free energy: -131310.941 eV
free energy less fixed offsets of O -568.88, P -755.39, Si -635.61 eV per atom: -6.871 eV

Forces (eV/angstrom), in the order of the atoms: element, x, y, z
Si	-0.0238	0.0084	0.0206
Si	0.0089	-0.0165	0.0341
Si	-0.0049	0.0233	0.0243
Si	0.02	-0.0053	0.0244
Si	0.0076	-0.0171	0.0251
Si	-0.015	0.0146	0.0171
Si	0.0133	-0.0053	0.0304
Si	-0.0285	0.0204	0.0211
Si	-0.0136	-0.008	-0.0119
Si	0.0104	-0.0078	-0.0119
Si	0.0072	0.0013	-0.0049
Si	-0.0038	-0.0053	-0.0141
Si	0.0041	-0.0007	-0.0164
Si	-0.0008	-0.0138	-0.0061
Si	0.0072	-0.0063	-0.0218
Si	0.0124	0.0069	-0.0075
Si	0.0067	-0.0014	0.0575
Si	-0.0047	0.0094	-0.1476
Si	0.0026	0.0129	-0.1505
Si	-0.0026	-0.0009	0.0514
Si	-0.0025	0.0023	-0.1001
Si	-0.0019	-0.0015	0.0523
Si	-0.0145	-0.0132	0.0545
Si	-0.0072	0.0024	-0.0817
Si	0.0085	-0.0139	-0.0184
Si	0.0121	-0.0183	0.2051
Si	0.0261	0.0223	0.1961
Si	-0.002	0.0159	-0.0609
Si	0.0529	-0.0112	0.0896
Si	0.0158	-0.0022	-0.0273
Si	0.0162	-0.001	-0.0547
Si	-0.0219	-0.0467	0.1885
Si	-0.0114	0.0285	-0.0096
Si	-0.013	0.0113	-0.0373
Si	-0.0039	0.0008	-0.0338
Si	0.0046	0.0009	-0.0022
Si	-0.0136	0.0102	-0.0367
Si	-0.0022	0.0075	-0.0073
Si	-0.0285	0.0288	0.0072
Si	-0.0156	0.0124	-0.0276
Si	-0.0031	-0.0033	0.0047
Si	0.0129	-0.0371	-0.0039
Si	-0.0106	0.0027	0.0058
Si	0.0321	-0.0174	0.0024
Si	0.0145	-0.0327	0.0012
Si	0.0165	0.0067	0.0034
Si	0.0362	-0.0136	-0.0001
Si	-0.0173	-0.0014	0.0017
Si	-0.0208	0.0367	-0.0093
Si	0.0195	0.0124	0.0148
Si	-0.0112	-0.0122	0.0059
Si	-0.0196	0.0311	-0.0068
Si	0.0002	0.0114	0.0067
Si	-0.045	0.0142	-0.0132
Si	-0.0186	0.0223	-0.0169
Si	-0.0101	0.0003	0.0101
Si	0.0068	-0.0672	0.0187
Si	0.0326	-0.0398	0.0226
Si	0.0255	-0.024	0.008
Si	0.0591	0.0004	0.0357
Si	0.0411	-0.0322	0.032
Si	0.0003	0.0043	0.0098
Si	0.0121	-0.0039	0.0294
Si	0.0008	-0.019	-0.0067
Si	-0.1117	0.0235	-0.1512
Si	0.0196	0.0458	0.0474
Si	-0.0989	0.021	-0.2036
Si	-0.0509	-0.0439	0.0429
Si	0.0214	-0.0116	0.0605
Si	-0.0613	0.0899	-0.219
Si	0.0127	-0.0208	0.0269
Si	0.0298	0.0934	-0.0677
Si	0.0061	-0.0101	0.1203
Si	-0.0169	0.0426	-0.0809
Si	0.0319	0.006	0.2406
Si	-0.0135	0.0462	-0.0444
Si	-0.0134	-0.0002	-0.0714
Si	-0.0084	0.0077	0.152
Si	-0.0321	0.0115	-0.0667
Si	-0.009	-0.0299	0.0583
Si	0.0175	0.0336	0.0663
P	0.0526	-0.0678	0.0153
Si	-0.0275	-0.0027	-0.035
Si	-0.0446	0.0228	-0.0148
Si	-0.0199	0.0213	-0.051
Si	0.0409	0.0257	0.046
Si	-0.0503	0.0675	0.0685
Si	-0.0072	-0.0015	-0.0391
Si	0.04	-0.0604	-0.1242
Si	0.0577	-0.0725	0.0628
Si	0.0173	-0.0053	-0.0055
Si	-0.0068	0.0137	-0.0968
Si	0.0276	-0.031	-0.0271
Si	-0.023	0.0018	-0.0877
Si	-0.0624	-0.0561	-0.1401
Si	0.0781	-0.0592	0.0498
O	-0.0271	0.0151	0.0312
O	-0.0084	0.0163	0.0278
O	0.012	-0.0097	0.0783
O	0.0547	0.0175	0.1502
O	0.0115	-0.0313	0.0696
O	0.0218	-0.0118	0.0939
O	-0.0097	0.0584	0.0015
O	-0.0509	0.0023	-0.0352
O	-0.0184	0.0113	-0.0263
O	-0.0072	0.0176	-0.0231
O	-0.0163	0.0237	-0.0344
O	0.0213	-0.0192	-0.0302
O	0.0123	-0.0259	-0.032
O	-0.0165	0.0118	-0.0322
O	0.0301	-0.0112	-0.0289
O	0.0249	-0.0193	-0.0265
Si	-0.007	-0.0023	0.0482
Si	0.0197	0.005	0.0081
Si	0.0014	-0.0042	0.0304
Si	-0.0021	0.0057	0.0425
Si	0.0062	-0.0167	-0.0078
Si	0.001	-0.0065	0.0448
Si	0.0103	0.0067	0.032
Si	0.0076	-0.0005	0.0281
Si	0.0031	-0.0072	0.045
Si	0.0054	-0.0143	-0.0153
Si	0.0148	-0.0134	0.0316
Si	-0.0246	0.018	0.0224
Si	0.0045	0.0041	0.0014
Si	0.0064	0.0056	-0.0127
Si	-0.0006	-0.0054	0.0426
Si	0.0128	-0.0165	-0.0157
Si	-0.042	0.0264	-0.0143
Si	-0.0087	0.0047	-0.0209
Si	-0.001	0.0067	0.0016
Si	-0.0109	0.0273	0.0314
Si	0.0006	-0.0044	0.0377
Si	0.0016	-0.01	0.0121
Si	-0.0049	0.0067	0.0005
Si	-0.0037	-0.0012	0.0222
Si	-0.0012	-0.0013	0.016
Si	0.0046	0.0042	-0.0028
Si	-0.0004	-0.0006	0.024
Si	0.0083	0.0095	0.0158
Si	-0.0203	0.0074	0.0007
Si	-0.0373	0.0047	0.0069
Si	0.029	-0.0146	0.0442
Si	0.0039	0.002	-0.0097
Si	-0.0136	0.0008	0.0396
Si	-0.0084	-0.0031	-0.0051
Si	-0.008	0.0019	0.0038
Si	-0.0027	-0.0003	0.0207
Si	0.0146	0.0052	-0.0326
O	0.0097	-0.009	-0.0017
O	0.0007	-0.0015	-0.0177
O	-0.0048	-0.0191	0.0005
O	0.0031	0.0045	-0.0105
O	0.0131	-0.0038	-0.0188
O	-0.0011	-0.0002	-0.0276
O	-0.0001	0.0207	-0.0137
O	-0.0074	0.0035	-0.0246
O	-0.0242	-0.0178	-0.0101
O	-0.008	-0.0161	-0.0003
O	0.0016	-0.0155	-0.0143
O	-0.011	-0.0065	0.0002
O	0.0062	0.0055	0.0056
O	-0.0003	-0.0022	-0.0219
O	0.0046	0.0023	0.016
O	-0.0073	-0.0077	-0.0217
O	0.0008	0.0012	-0.0107
O	-0.0025	-0.0059	-0.003
O	-0.0187	0.0267	-0.02
O	0.0009	0.0028	-0.0265
O	0.0034	-0.0034	-0.0227
O	-0.0034	0.0012	-0.0133
O	-0.0027	-0.0003	-0.0191
O	0.0006	-0.0024	0.015
O	0.002	0.0001	-0.0053
O	0.0005	0.0039	0.018
O	-0.0077	-0.0026	-0.0294
O	0.0025	0.0081	-0.0056
O	0.0065	-0.0074	-0.025
O	-0.0006	0.0053	-0.0151
O	0.0053	-0.0028	-0.0149
O	-0.0158	0.0038	-0.0088
O	0.001	0.0002	0.0159
O	-0.0026	-0.0025	0.0161
O	0.0174	0.0156	-0.0162
O	0.0097	0.0116	-0.0173
O	-0.0018	0.0039	-0.0188
O	-0.0032	-0.0039	-0.0255
O	-0.0108	0.0047	-0.0072
O	0.0045	0.0011	-0.0129
O	0.0323	-0.0156	-0.0219
O	0.0082	-0.0019	-0.0222
O	-0.0007	-0.0029	-0.0135
O	-0.0023	-0.0038	-0.0178
O	0.008	-0.0032	-0.0143
O	-0.0144	-0.0078	-0.0009
O	-0.0068	-0.0055	-0.0065
O	-0.0002	0.0215	-0.0103
O	-0.0018	0.0012	0.0011
O	0.017	0.005	0.0004
O	0.0035	-0.0029	-0.0158
O	0.0097	0.003	-0.0122
O	0.0013	0.0005	0.0181
O	0.0256	-0.0327	-0.0092
O	-0.0004	-0.0016	-0.0106
O	-0.0046	-0.004	-0.0141
O	-0.004	0.0026	-0.0135
O	0.0049	0.0025	0.0195
O	-0.0133	-0.0149	0.0041
O	0.0102	-0.0076	-0.0213
O	0.0044	-0.0173	-0.0069
O	-0.0002	0.0004	0.0178
O	-0.0033	0.0038	-0.0132
O	0.018	0.0091	-0.005
O	0.0097	0.0179	-0.0026
O	-0.0105	0.0014	-0.0195

The program warned: the cutoff lies below the one the program advises for these potential files; the exchange-correlation potential is rough where the density is thin.
